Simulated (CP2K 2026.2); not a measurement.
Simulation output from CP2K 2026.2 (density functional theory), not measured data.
Periodic cell of 507 atoms, Si360O147, from a study of silicon, its oxide and their interface. The atomic structure is a simulated model.
Doubt: the forces sum to 1.73 eV/angstrom along one axis rather than to zero, so they err by at least 0.0034 eV/angstrom per atom on average; the grid cutoff is modest.

Settings
functional: PBE
method: Gaussian and plane waves
basis set: DZVP-MOLOPT-SR-GTH
pseudopotentials: GTH-PBE
grid cutoff: 350 Ry, relative cutoff 50 Ry
k points: Gamma only
occupations: fixed
spin: none
net charge: 0

Cell vectors (angstrom)
a	16.32	0	0
b	0	16.32	0
c	7.9767	0.9043	33.6958

Atoms and the computed forces on them: element, x, y, z (angstrom), force x, y, z (eV/angstrom)
Si	14.664	15.532	0.125	-0.312	0.163	0.53
Si	1.026	1.898	0.313	-0.297	0.205	0.503
Si	16.4	5.359	1.34	-0.426	-0.172	0.253
Si	9.743	8.15	33.18	0.084	-0.013	0.054
Si	8.341	10.664	32.524	-0.54	0.085	-0.148
Si	8.799	10.174	26.926	-0.119	0.106	0.028
Si	10.894	15.793	30.524	0.011	-0.049	0.046
Si	14.658	3.023	33.012	-0.058	-0.022	0.167
Si	12.24	4.961	33.54	-0.313	-0.218	0.581
Si	16.287	8.74	32.984	-0.351	-0.019	0.565
Si	16.112	14.931	24.233	-0.122	-0.026	-0.054
Si	13.03	11.645	33.064	-0.302	-0.308	0.45
Si	10.102	14.589	0.01	-0.011	0.069	-0.015
Si	20.857	1.771	33.674	-0.014	-0.053	-0.084
Si	16.738	10.082	26.89	-0.083	-0.041	-0.641
Si	22.374	10.526	32.383	0.674	-0.003	-0.016
Si	17.655	11.5	32.816	0.279	0.006	0.634
Si	11.793	12.899	0.22	0.008	-0.04	0.063
Si	16.341	0.118	1.49	0.076	0.04	-0.03
Si	2.775	3.009	1.428	0.057	0.015	-0.11
Si	15.526	3.528	0.152	0.236	-0.149	0.665
Si	3.213	8.541	1.744	0.043	0.192	0.56
Si	0.71	11.484	1.431	0.034	0.174	0.571
Si	2.432	13.254	1.468	0.02	0.044	-0.068
Si	4.926	0.254	1.058	-0.255	0.571	0.252
Si	8.585	3.211	1.542	0.272	0.147	0.531
Si	5.822	5.894	1.725	0.307	0.171	0.498
Si	7.559	7.567	1.497	0.005	-0.031	0.017
Si	4.819	10.234	1.613	-0.04	0.026	0.019
Si	8.27	13.697	1.157	-0.102	0.039	-0.084
Si	11.077	16.324	1.254	0.021	0.03	-0.042
Si	13.699	2.632	1.317	0.015	0.019	-0.056
Si	10.36	4.898	1.489	0.008	0.029	-0.034
Si	13.297	8.041	1.16	0.003	-0.064	0.688
Si	10.74	11.007	1.234	-0.063	0.013	-0.079
Si	13.657	13.767	1.34	0.008	0.063	-0.077
Si	14.949	1.377	2.876	-0.001	0.012	-0.008
Si	1.388	4.199	2.878	-0.031	-0.001	-0.066
Si	14.892	6.809	2.483	0.048	0.029	-0.025
Si	1.416	9.635	2.777	-0.015	0.002	-0.099
Si	15.062	12.31	2.562	0.023	-0.094	-0.012
Si	1.372	14.959	2.727	0.037	-0.054	0.021
Si	4.025	1.555	2.733	0.011	-0.025	-0.071
Si	6.898	4.166	2.895	0.002	0	-0.067
Si	4.158	6.863	3.039	-0.023	-0.047	-0.083
Si	6.692	9.38	2.745	0.075	0.036	-0.045
Si	4.045	12.141	2.784	-0.032	0.013	-0.047
Si	6.85	14.785	2.665	0.44	-0.22	0.356
Si	9.622	1.36	2.6	-0.074	0.028	-0.027
Si	12.22	3.975	2.626	-0.033	0.054	-0.001
Si	9.386	6.675	2.751	-0.008	-0.006	-0.014
Si	12.104	9.538	2.542	-0.007	-0.048	-0.032
Si	9.382	12.228	2.656	-0.015	0.009	0.004
Si	12.274	15	2.794	-0.005	0.012	-0.051
Si	13.59	16.326	4.197	0.016	0.037	-0.009
Si	16.354	2.75	4.148	-0.015	-0.058	0.06
Si	13.591	5.428	3.928	0.016	-0.026	0.025
Si	16.252	8.188	3.928	-0.033	-0.01	0.022
Si	13.607	10.883	3.866	-0.015	0.004	-0.01
Si	16.291	13.644	4.095	0.033	-0.018	-0.021
Si	2.764	16.34	4.035	-0.006	0.022	-0.003
Si	5.468	2.764	4.107	0.049	0.008	0.036
Si	2.731	5.493	4.243	-0.023	0.02	0.056
Si	5.485	8.19	4.371	0.011	0.037	-0.042
Si	2.713	10.896	4.261	0.042	0.008	-0.019
Si	5.513	13.459	4.087	0.02	0.05	-0.004
Si	8.155	16.333	3.932	-0.006	-0.012	-0.016
Si	10.934	2.643	4.088	0.014	0.034	0.009
Si	8.185	5.453	4.327	0.006	0.009	-0.024
Si	10.802	8.151	3.959	0.02	-0.007	-0.002
Si	8.082	10.825	4.019	0.003	-0.004	-0.03
Si	10.826	13.577	4.003	-0.017	0.019	0.018
Si	14.956	14.954	5.494	0.002	-0.003	0.041
Si	1.393	1.336	5.451	-0.006	-0.003	0.008
Si	14.934	4.126	5.411	-0.005	0.002	-0.024
Si	1.292	6.887	5.432	-0.029	0.025	-0.018
Si	14.919	9.537	5.325	-0.008	0.011	0.001
Si	1.316	12.289	5.491	-0.049	-0.008	0.017
Si	4.133	14.934	5.366	0	0.002	-0.005
Si	6.832	1.348	5.396	0.022	-0.02	-0.006
Si	4.107	4.087	5.514	0.002	-0.04	-0.006
Si	6.825	6.798	5.652	0.011	0	0.028
Si	4.064	9.548	5.612	0.012	0.024	0.027
Si	6.796	12.138	5.492	0.017	0.003	0.031
Si	9.488	14.962	5.365	0.014	0.024	-0.019
Si	12.235	1.353	5.521	-0.009	-0.02	0.055
Si	9.589	4.016	5.491	0.003	-0.013	-0.006
Si	12.22	6.797	5.313	0.015	-0.009	0.001
Si	9.485	9.494	5.378	0.011	-0.006	0.02
Si	12.247	12.221	5.317	0.015	-0.028	-0.033
Si	16.332	16.323	6.817	0.017	0.003	0.007
Si	2.734	2.704	6.822	-0.013	0.007	0.002
Si	16.287	5.481	6.782	0	-0.003	-0.001
Si	2.66	8.168	6.865	-0.001	0.002	0.003
Si	16.263	10.877	6.77	0.006	-0.01	0.003
Si	2.731	13.641	6.788	0.034	-0.027	-0.003
Si	5.466	16.3	6.757	-0.001	-0.01	-0.008
Si	8.177	2.68	6.81	-0.02	0.023	0.019
Si	5.43	5.422	6.913	0	0.011	0.022
Si	8.208	8.191	6.88	-0.004	0.015	0.012
Si	5.442	10.88	6.921	0.005	0.003	0.024
Si	8.162	13.588	6.76	0.002	-0.029	-0.014
Si	10.841	16.29	6.8	-0.023	-0.012	0.003
Si	13.607	2.753	6.807	0.002	-0.002	0.016
Si	10.93	5.44	6.781	-0.011	0.018	-0.01
Si	13.575	8.163	6.705	0.007	0.006	-0.005
Si	10.886	10.867	6.707	-0.013	-0.012	-0.007
Si	13.565	13.565	6.772	-0.008	0.004	0.003
Si	14.968	1.388	13.606	0.022	0.012	-0.002
Si	17.643	4.065	13.597	0.005	0.009	-0.012
Si	14.941	6.78	13.614	-0.008	0.005	-0.011
Si	17.665	9.499	13.577	-0.008	0.005	0.002
Si	14.938	12.24	13.58	0.013	0.006	0.015
Si	17.696	14.989	13.584	0.001	-0.005	-0.009
Si	4.067	1.339	13.603	0.005	-0.004	-0.001
Si	6.802	4.073	13.62	-0.009	-0.018	0.013
Si	4.068	6.77	13.604	-0.011	0.002	0.009
Si	6.819	9.521	13.598	0.001	0.007	0
Si	4.093	12.244	13.586	0.005	0.003	-0.006
Si	6.791	14.946	13.586	0	-0.006	-0.011
Si	9.528	1.365	13.599	-0.013	-0.003	0.01
Si	12.253	4.098	13.617	-0.005	0.02	-0.006
Si	9.534	6.809	13.621	0.017	0.001	-0.002
Si	12.218	9.505	13.614	0.004	-0.015	0.001
Si	9.507	12.223	13.592	-0.021	0.006	-0.014
Si	12.235	14.975	13.582	0.002	0.01	0.007
Si	13.578	16.369	14.94	-0.028	-0.009	-0.003
Si	16.304	2.742	15.019	0.002	0.001	0
Si	13.601	5.442	15.021	0.009	0.016	0.003
Si	16.321	8.125	14.944	0.019	-0.017	0
Si	13.566	10.883	14.942	-0.013	0.012	0.001
Si	16.327	13.614	14.895	0.018	0	-0.019
Si	19.043	16.32	15.002	0.001	0.007	0.016
Si	5.433	2.683	14.95	-0.004	-0.001	0.001
Si	18.995	5.403	14.953	-0.017	-0.013	-0.005
Si	5.464	8.135	14.929	0.017	-0.013	-0.003
Si	19.029	10.879	14.903	0.012	-0.004	-0.01
Si	5.448	13.597	14.969	0.016	-0.006	0.001
Si	8.144	16.313	14.922	-0.017	-0.003	-0.015
Si	10.887	2.74	14.959	0.014	0.005	-0.006
Si	8.174	5.447	14.971	-0.009	0.026	-0.001
Si	10.879	8.16	15.02	0.003	0	-0.001
Si	8.174	10.872	14.992	0.026	0.006	0.001
Si	10.869	13.597	14.917	-0.003	-0.014	-0.004
Si	14.933	14.953	16.215	0.027	-0.01	0.001
Si	17.681	1.375	16.363	-0.002	0.007	0.016
Si	14.945	4.097	16.43	0.01	-0.01	-0.008
Si	17.626	6.73	16.339	-0.018	-0.01	-0.003
Si	14.974	9.53	16.242	-0.003	-0.003	-0.011
Si	17.702	12.276	16.251	-0.002	0.016	-0.019
Si	4.098	14.941	16.358	0.001	0	-0.016
Si	6.773	1.3	16.308	0.013	-0.006	-0.007
Si	4.042	4.024	16.276	-0.007	-0.009	0.003
Si	6.835	6.819	16.338	-0.002	0.024	0.002
Si	4.064	9.49	16.221	-0.037	0.006	-0.01
Si	6.829	12.261	16.337	-0.002	-0.009	0.021
Si	9.537	14.99	16.252	-0.006	-0.002	-0.021
Si	12.269	1.445	16.347	0.029	0.011	-0.001
Si	9.512	4.067	16.33	-0.025	0.007	0.005
Si	12.247	6.806	16.392	0.006	0.013	-0.016
Si	9.527	9.526	16.399	-0.014	-0.003	0.004
Si	12.166	12.214	16.301	-0.009	0.004	0.007
Si	16.239	16.302	17.601	0.01	0.008	-0.031
Si	19.088	2.692	17.759	-0.025	-0.03	-0.018
Si	16.293	5.43	17.845	0.009	0.01	0.02
Si	19.041	8.108	17.566	0.027	-0.019	-0.018
Si	16.322	10.923	17.548	0.034	0	-0.007
Si	19.04	13.579	17.692	0.027	-0.005	0.005
Si	5.474	16.264	17.75	-0.029	-0.015	-0.003
Si	8.131	2.656	17.634	0.01	0.029	0.002
Si	5.424	5.392	17.552	-0.016	-0.006	-0.019
Si	8.164	8.186	17.781	0.004	0.015	0.02
Si	5.4	10.849	17.572	0.012	0.014	-0.007
Si	8.246	13.652	17.665	0	-0.028	-0.023
Si	10.872	16.377	17.593	0.005	0.009	0.01
Si	13.578	2.782	17.838	0.016	0.012	-0.003
Si	10.864	5.411	17.724	0.004	0.023	0.007
Si	13.663	8.224	17.669	-0.009	-0.008	-0.009
Si	10.864	10.897	17.797	0.002	-0.017	-0.004
Si	13.556	13.603	17.541	0.001	-0.002	-0.037
Si	14.949	1.295	19.072	0.016	0.031	-0.002
Si	17.722	4.029	19.166	-0.004	-0.021	-0.014
Si	14.92	6.904	19.17	-0.036	-0.077	-0.003
Si	17.696	9.535	18.822	0.007	0.005	0.109
Si	14.897	12.242	18.867	-0.003	-0.005	0.08
Si	17.588	14.953	18.942	0.04	0.047	0.003
Si	20.411	1.245	19.145	-0.031	0.033	0.041
Si	6.679	3.973	18.908	-0.059	-0.041	0.086
Si	20.436	6.759	18.893	-0.051	-0.01	0.028
Si	6.736	9.614	19.039	0.044	-0.009	-0.001
Si	20.43	12.178	19.006	0.035	0.041	-0.008
Si	6.917	14.951	19.102	0.002	0.002	0.016
Si	9.527	1.359	19.008	-0.045	0.003	0.009
Si	12.186	4.156	19.253	0.044	0.028	-0.036
Si	9.535	6.77	19.117	0.025	0.05	-0.021
Si	12.34	9.561	19.09	0.004	-0.017	-0.016
Si	9.535	12.343	19.15	-0.027	-0.028	0.057
Si	12.25	15.008	18.864	0.065	-0.043	0.071
Si	13.501	16.286	20.388	0.015	0.021	0.098
Si	16.599	2.327	20.392	-0.003	0.07	-0.629
Si	13.069	6.06	20.449	-0.121	0.137	-0.594
Si	16.356	8.374	20.353	-0.055	0.092	0.001
Si	12.832	12.849	21.644	-0.017	0.08	-0.055
Si	16.182	13.624	20.225	-0.051	0.012	0.05
Si	18.76	16.359	20.379	0.202	-0.031	-0.611
Si	5.549	2.537	20.472	0.297	-0.241	-0.383
Si	19.097	5.519	20.381	0.061	-0.049	0.065
Si	5.389	8.145	20.294	0.091	0.013	0.076
Si	19.056	10.764	20.288	0.053	-0.052	0.04
Si	5.841	13.204	20.249	0.209	-0.256	-0.461
Si	8.32	16.302	20.501	-0.03	-0.035	0.026
Si	11.769	0.922	21.726	-0.011	-0.056	0
Si	8.064	5.274	20.219	-0.007	0.012	-0.012
Si	11.323	7.828	20.32	0.133	-0.246	-0.458
Si	7.627	11.46	20.268	-0.08	0.056	-0.011
Si	11.036	13.738	20.374	-0.045	-0.035	0.059
Si	14.498	14.547	21.63	-0.102	-0.206	-0.569
Si	15.457	2.925	23.208	-0.037	-0.015	-0.052
Si	14.356	5.842	23.36	0.04	-0.061	-0.084
Si	18.152	7.356	21.411	-0.035	0.03	-0.013
Si	15.595	10.204	21.706	-0.008	-0.019	-0.617
Si	17.24	11.843	21.241	-0.035	-0.01	0
Si	10.054	14.276	23.903	0.344	0.164	-0.25
Si	7.312	1.67	21.778	0.073	0.051	0.084
Si	20.471	4.703	22.103	-0.353	0.399	-0.465
Si	6.624	6.549	21.511	-0.046	0.154	-0.696
Si	19.906	8.932	21.587	-0.134	0.039	-0.552
Si	20.28	14.384	22.476	-0.078	-0.07	-0.244
Si	10.09	15.392	21.786	-0.001	0.077	-0.136
Si	10.768	2.694	20.514	-0.042	0.025	0.158
Si	8.851	3.57	21.627	0.031	-0.363	-0.543
Si	14.888	6.012	28.254	-0.006	-0.01	-0.12
Si	10.455	9.531	22.936	0.033	0.006	-0.124
Si	13.703	10.986	20.48	-0.012	-0.085	0.095
Si	19.194	15.961	27.488	-0.126	-0.052	-0.104
Si	8.418	15.078	28.727	0.029	0.06	0.128
Si	20.417	16.555	24.608	-0.057	0.011	0.01
Si	19.005	7.113	33.382	-0.099	-0.477	0.583
Si	19.254	6.67	30.366	-0.106	0.032	0.116
Si	8.801	16.999	26.385	0	0.078	0.011
Si	12.84	6.276	26.015	0.02	0.07	-0.01
Si	19.517	2.495	28.825	-0.013	-0.06	0.059
Si	14.9	3.036	27.871	0.05	-0.018	0.079
Si	17.724	1.341	24.483	-0.035	-0.016	-0.023
Si	19.265	13.896	29.542	-0.129	0.105	0.037
Si	17.979	12.517	23.263	-0.192	-0.278	-0.553
Si	11.366	15.43	33.356	-0.318	-0.407	0.353
Si	13.623	15.394	31.338	-0.037	-0.174	0.07
Si	13.542	10.604	30.386	-0.057	0.102	0.01
Si	6.886	1.564	24.16	0.155	-0.15	-0.772
Si	12.121	12.956	26.547	0.003	0.025	-0.035
Si	20.378	6.964	26.824	-0.03	0.009	0.059
Si	11.328	6.63	31.208	0.092	0.017	0.038
Si	11.35	15.585	25.357	-0.403	-0.431	-0.524
Si	9.55	3.469	27.035	-0.02	-0.033	-0.016
Si	21.818	8.25	30.389	0.03	-0.156	-0.052
Si	15.477	1.449	30.543	0.097	-0.098	0.054
Si	17.99	15.914	31.351	-0.174	-0.117	0.627
Si	22.345	9.245	27.575	-0.073	0.019	0.061
Si	7.712	10.739	22.455	0.051	0.27	-0.616
Si	17.476	7.322	28.163	0.116	0.091	0.074
Si	7.555	7.182	24.241	-0.001	0.124	-0.054
Si	9.598	4.909	29.665	-0.027	-0.075	0.002
Si	19.06	5.228	24.828	0.098	-0.005	-0.088
Si	16.657	14.298	27.013	0.009	0.013	0.039
Si	14.25	7.813	30.695	-0.071	0.049	0.105
Si	12.795	1.416	23.806	-0.256	-0.014	-0.581
Si	16.76	9.99	24.51	-0.297	0.188	0.336
Si	20.483	1.461	31.343	0.194	0.239	0.783
Si	23.31	16.669	30.82	-0.035	0.02	0.132
Si	12.392	3.141	26.284	0.01	-0.075	-0.031
Si	21.75	9.393	23.875	-0.012	-0.009	-0.077
Si	9.656	12.432	28.5	0.053	0.01	0.051
Si	18.77	12.189	27.19	0.037	0	0.024
Si	20.21	12.656	31.983	-0.269	0.196	0.466
Si	21.57	11.628	26.154	0.075	0.019	-0.048
Si	9.627	2.056	31.001	-0.103	-0.12	0.018
Si	17.655	3.139	26.76	-0.007	0.046	-0.018
Si	17.171	7.121	23.454	0.248	0.099	-0.548
Si	8.131	4.32	24.512	0.031	-0.028	-0.134
Si	10.862	11.563	30.994	0.163	0.032	0.156
Si	15.414	13.638	32.871	0.208	0.351	0.567
Si	10.363	8.118	25.525	-0.101	-0.075	-0.107
Si	23.169	5.545	30.904	-0.071	-0.006	0.021
Si	11.547	12.449	23.561	0.035	0.469	-0.291
Si	14.791	12.289	28.175	0.068	0.04	0.004
Si	7.878	12.474	24.989	-0.057	0.017	0.006
Si	21.021	4.832	28.835	-0.015	0.076	0.053
Si	14.965	1.377	8.153	-0.004	-0.007	-0.002
Si	17.665	4.095	8.135	0	-0.003	-0.024
Si	14.927	6.831	8.132	-0.006	0.002	-0.009
Si	17.626	9.549	8.18	0.013	0.016	0.018
Si	14.923	12.227	8.152	0.005	-0.008	0.013
Si	17.692	14.971	8.171	0.001	-0.002	0
Si	4.107	1.336	8.15	-0.003	-0.007	-0.006
Si	6.822	4.044	8.197	0.023	0.005	0.008
Si	4.04	6.797	8.211	-0.01	-0.007	0.008
Si	6.82	9.516	8.231	-0.009	-0.008	0.016
Si	4.061	12.277	8.189	-0.013	0.004	0.012
Si	6.807	14.945	8.138	-0.014	0.003	-0.002
Si	9.515	1.332	8.185	0.002	-0.001	0.006
Si	12.257	4.097	8.174	0.014	0.014	0.002
Si	9.566	6.787	8.17	0	0.006	0.011
Si	12.229	9.515	8.1	-0.016	-0.021	-0.004
Si	9.542	12.231	8.108	0.013	0.007	-0.011
Si	12.223	14.937	8.143	-0.011	-0.012	0.002
Si	13.593	16.321	9.493	0.004	0.011	-0.008
Si	16.318	2.735	9.51	-0.002	-0.001	0.005
Si	13.602	5.463	9.521	-0.003	-0.007	0.011
Si	16.285	8.164	9.523	-0.006	0.003	0.005
Si	13.572	10.862	9.504	0.002	0.005	0.004
Si	16.311	13.594	9.502	0.012	0	-0.006
Si	2.73	16.325	9.522	0.002	-0.007	0.01
Si	5.446	2.692	9.537	0.004	-0.013	0.006
Si	2.691	5.422	9.543	-0.005	0.007	0.011
Si	5.435	8.148	9.553	0.006	0.011	-0.002
Si	2.697	10.896	9.531	-0.006	0.008	-0.003
Si	5.444	13.615	9.524	-0.015	0.006	0.003
Si	8.148	16.299	9.529	0.01	-0.011	0.006
Si	10.884	2.724	9.518	-0.01	0.005	-0.011
Si	8.182	5.434	9.529	-0.002	-0.003	-0.005
Si	10.905	8.164	9.512	0.017	-0.011	0.007
Si	8.191	10.898	9.524	-0.011	-0.005	0.003
Si	10.875	13.581	9.509	-0.003	-0.003	0
Si	14.961	14.972	10.861	0	-0.01	-0.001
Si	17.681	1.372	10.866	0.012	0.014	-0.012
Si	14.954	4.089	10.869	0.007	0.019	-0.01
Si	17.652	6.797	10.883	-0.006	-0.009	0.003
Si	14.925	9.512	10.882	-0.001	-0.002	0.005
Si	17.66	12.247	10.892	0.003	-0.006	0.013
Si	4.082	14.966	10.878	0.013	-0.002	-0.002
Si	6.803	1.345	10.901	-0.017	-0.004	0.011
Si	4.07	4.056	10.886	-0.007	-0.005	0.004
Si	6.806	6.783	10.898	-0.018	-0.003	0.002
Si	4.072	9.525	10.885	0.002	-0.011	0
Si	6.807	12.243	10.868	0.012	0.013	-0.006
Si	9.515	14.941	10.874	-0.013	-0.002	0.009
Si	12.245	1.362	10.874	0.003	-0.003	0.005
Si	9.535	4.081	10.895	-0.002	0.001	0.007
Si	12.245	6.808	10.887	0.007	0.011	0.004
Si	9.535	9.516	10.871	0.003	0.007	-0.011
Si	12.23	12.23	10.877	-0.008	-0.01	0.007
Si	16.32	16.341	12.231	0.017	0.014	-0.013
Si	19.025	2.707	12.253	-0.015	-0.014	0.001
Si	16.297	5.435	12.243	-0.001	-0.005	0.006
Si	19.038	8.146	12.234	0.006	0.015	-0.004
Si	16.294	10.868	12.232	-0.018	-0.016	-0.003
Si	19.044	13.609	12.235	0.009	0.016	-0.001
Si	5.431	16.311	12.245	-0.012	-0.004	0.009
Si	8.166	2.724	12.248	0.008	0.011	-0.001
Si	5.434	5.413	12.246	0.003	-0.007	-0.004
Si	8.177	8.158	12.241	-0.002	0.007	-0.007
Si	5.454	10.881	12.233	-0.002	0.005	-0.005
Si	8.154	13.588	12.237	-0.025	-0.012	0.001
Si	10.871	16.321	12.221	-0.012	-0.011	-0.004
Si	13.601	2.735	12.24	0.005	0.003	-0.004
Si	10.893	5.452	12.254	0.01	0.017	-0.009
Si	13.586	8.152	12.262	0.001	-0.012	0.002
Si	10.877	10.868	12.244	0.004	0	0.005
Si	13.597	13.613	12.218	0.017	-0.001	-0.004
O	12.303	7.085	0.245	0.045	-0.331	-0.008
O	8.504	9.179	33.174	-0.323	-0.184	0.291
O	3.016	7.988	0.196	0.391	0.16	-0.568
O	8.538	11.889	33.572	0.005	0.103	-0.287
O	14.141	9.045	0.193	0.314	0.086	-0.024
O	11.662	12.174	32.288	-0.423	0.372	0.066
O	12.896	15.239	32.786	0.392	-0.105	0.184
O	6.447	12.658	25.744	-0.206	0.648	0.325
O	5.082	5.369	0.352	0.246	0.193	-0.52
O	17.75	8.049	32.995	0.089	-0.039	-0.006
O	14.121	12.796	33.307	-0.22	0.089	0.277
O	16.651	10.258	32.528	-0.338	0.075	-0.384
O	8.368	5.632	30.404	0.32	0.567	0.147
O	5.543	15.284	1.802	-0.265	-0.477	-0.031
O	15.741	2.997	21.616	-0.219	0.211	0.018
O	14.89	4.35	23.717	-0.057	-0.006	0.508
O	13.463	5.755	22.017	-0.281	0.033	0.129
O	17.694	1.192	20.944	0.044	-0.038	0.425
O	19.343	15.35	21.544	-0.084	0.058	0.201
O	20.944	3.226	21.654	-0.299	-0.536	0.128
O	5.24	13.798	21.673	0.098	0.021	0.253
O	17.083	13.728	23.825	0.086	0.093	0.206
O	12.052	14.566	26.408	0.141	0.242	0.527
O	18.972	11.562	31.832	0.02	-0.363	-0.341
O	19.534	0.994	28.279	0.187	0.078	0.3
O	10.968	11.057	22.913	-0.211	0.239	-0.199
O	13.465	12.531	27.301	-0.111	0.072	-0.168
O	12.6	16.357	24.652	0.427	-0.215	0.128
O	8.653	2.122	27.121	-0.574	-0.092	0.378
O	8.201	1.403	30.568	-0.263	0.352	-0.178
O	6.135	0.799	0.098	0.356	-0.486	-0.21
O	9.569	2.257	32.583	0.433	-0.35	0.135
O	19.722	4.529	23.53	-0.045	-0.283	0.09
O	17.594	15.557	27.463	-0.287	0.231	0.146
O	7.673	7.143	22.623	0.301	0.285	-0.006
O	11.422	7.05	26.102	-0.008	0.042	0.411
O	14.88	14.945	23.192	-0.243	0.196	0.259
O	3.575	16.048	0.276	-0.544	0.47	-0.06
O	17.863	11.184	24.207	0.568	-0.021	0.135
O	16.432	6.148	27.75	0.113	-0.322	-0.439
O	9.556	10.74	31.453	-0.082	-0.382	-0.45
O	10.225	7.71	31.705	-0.279	0.424	-0.54
O	12.124	12.226	25.087	0.49	-0.319	0.203
O	15.548	10.119	23.38	-0.33	0.144	0.344
O	10.819	12.519	27.389	-0.108	0.061	-0.253
O	20.74	3.37	28.213	0.274	-0.091	-0.407
O	16.908	16.323	24.171	0.075	0.002	-0.138
O	13.489	6.489	24.554	-0.179	0.471	-0.066
O	17.691	13.166	26.481	0.01	-0.04	-0.522
O	13.727	10.621	32.004	0.197	-0.268	0.173
O	19.526	16.468	31.281	0.306	-0.231	-0.185
O	8.961	4.261	23.119	0.283	0.449	0.111
O	23.259	16.072	32.33	0.349	-0.292	-0.006
O	12.385	15.163	30.281	0.018	-0.136	-0.507
O	15.374	1.999	29.022	0.138	-0.337	-0.148
O	22.3	4.758	29.803	0.076	-0.366	-0.031
O	8.023	0.696	24.957	0.235	-0.524	-0.393
O	13.359	3.969	32.908	-0.082	-0.139	-0.277
O	19.883	15.989	26.028	-0.018	-0.141	0.023
O	8.842	9.662	22.907	-0.284	-0.501	0.181
O	7.697	12.016	23.449	-0.214	0.417	-0.254
O	9.884	15.38	29.351	0.291	0.071	-0.296
O	15.599	6.844	23.14	-0.119	0.15	-0.002
O	18.252	10.668	27.089	0.32	-0.342	0.205
O	14.376	1.764	23.556	0.178	-0.395	0.12
O	14.498	4.466	28.507	-0.422	0.029	0.345
O	14.124	9.204	29.871	0.258	0.087	-0.492
O	15.709	13.641	28.17	-0.066	0.357	0.444
O	23.085	4.735	32.288	-0.11	-0.121	-0.273
O	7.902	2.828	0.1	0.342	-0.081	-0.494
O	20.179	12.393	26.416	0.02	0.379	-0.182
O	21.678	9.492	31.372	-0.24	0.189	-0.188
O	15.291	2.682	31.572	0.298	0.504	-0.101
O	15.264	8.019	31.944	0.069	-0.436	-0.089
O	21.469	10.54	24.962	-0.325	-0.128	-0.255
O	7.06	3.118	24.59	-0.349	0.311	0.324
O	8.738	13.846	24.86	0.011	0.331	0.196
O	8.159	15.911	27.376	-0.263	-0.075	-0.14
O	15.633	11.077	27.521	-0.284	-0.017	0.106
O	17.834	7.178	29.759	-0.362	0.048	0.119
O	21.637	11.94	32.228	0.438	0.252	0.032
O	14.312	11.837	29.663	0.358	0.398	0.157
O	20.339	8.981	23.193	-0.16	-0.29	0.285
O	21.269	5.924	27.684	0.446	0.059	0.054
O	7.253	15.438	29.794	-0.499	-0.519	0.122
O	19.352	6.407	31.959	0.305	-0.589	-0.123
O	18.034	14.628	30.336	-0.279	-0.257	-0.194
O	18.605	4.178	25.967	0.34	0.005	-0.015
O	20.15	6.308	25.363	0.262	-0.011	-0.415
O	21.214	8.345	26.84	-0.063	0.263	-0.232
O	13.867	6.716	27.198	-0.115	0.417	0.081
O	8.948	7.544	24.979	0.084	-0.008	0.055
O	9.222	4.604	28.13	-0.442	0.166	-0.142
O	18.883	7.189	27.39	0.059	0.161	-0.327
O	5.466	5.656	22.281	0.008	0.034	0.363
O	16.061	3.365	26.781	-0.338	0.063	-0.32
O	9.898	3.472	30.314	0.344	-0.187	0.159
O	16.735	8.702	27.75	-0.251	-0.024	0.097
O	20.393	13.485	30.607	0.737	0.124	-0.321
O	12.2	2.585	24.773	-0.294	0.401	-0.192
O	11.041	8.862	24.27	0.462	0.114	0.012
O	22.598	8.72	29.069	0.515	-0.164	0.019
O	19.688	2.552	30.436	-0.249	0.386	0.048
O	8.697	11.295	25.748	0.404	0.009	-0.133
O	19.49	13.114	23.107	0.293	-0.286	-0.083
O	10.857	5.931	29.817	0.403	-0.003	-0.456
O	20.334	7.805	29.965	-0.06	0.264	-0.233
O	10.363	16.643	26.111	0.102	0.333	0.204
O	19.232	1.128	23.931	0.224	0.469	-0.521
O	19.698	5.288	29.66	-0.526	-0.241	-0.088
O	8.985	10.959	28.333	-0.02	-0.226	0.228
O	16.903	2.589	23.86	0.209	0.396	-0.132
O	14.939	14.449	31.518	0.304	-0.073	-0.667
O	1.249	5.994	0.352	0.35	-0.308	-0.098
O	9.287	4.183	25.621	0.474	0.072	-0.27
O	10.406	15.347	32.03	-0.685	-0.309	-0.012
O	21.893	1.109	30.591	0.011	0.024	-0.502
O	20.82	15.301	23.679	0.4	-0.048	0.137
O	21.748	1.134	24.713	-0.176	0.253	0.202
O	17.676	5.934	24.415	-0.258	-0.333	0.502
O	10.93	8.588	21.726	-0.078	-0.271	0.257
O	17.397	8.517	24.252	0.272	0.018	0.43
O	6.302	8.181	24.526	-0.01	-0.134	0.264
O	19.912	14.825	28.392	0.466	-0.097	-0.173
O	21.876	10.8	27.523	0.034	0.166	0.6
O	6.281	9.998	22.635	-0.158	-0.137	-0.254
O	11.069	2.952	27.177	0.11	-0.421	0.518
O	7.487	9.231	26.887	-0.06	-0.542	-0.454
O	16.89	16.995	30.799	0.124	0.039	0.002
O	22.608	7.046	31.117	0.007	0.122	0.377
O	10.869	1.1	30.576	0.66	0.188	-0.152
O	11.931	10.675	30.15	-0.329	-0.43	-0.324
O	11.325	5.435	32.3	-0.558	-0.157	-0.078
O	7.266	5.666	24.728	-0.436	-0.022	0.279
O	13.637	2.438	27.049	-0.157	-0.735	-0.144
O	18.78	12.559	28.768	-0.122	-0.296	0.322
O	15.678	14.705	25.78	-0.344	0.219	0.147
O	17.87	1.681	26.065	0.185	-0.369	0.234
O	12.772	7.333	31.14	-0.04	0.032	0.216
O	18.122	3.128	28.309	-0.516	0.383	0.311
O	10.06	9.204	26.682	0.426	0.187	0.65
O	10.301	12.675	29.97	0.127	0.624	0.186
O	12.611	4.714	26.189	-0.139	-0.08	0.097
O	8.462	13.511	28.319	-0.257	-0.182	-0.423
O	16.721	12.784	32.425	0.043	-0.001	-0.243
O	14.839	6.723	29.691	0.303	-0.071	0.128
O	14.229	16.804	30.872	-0.376	0.229	-0.081

Results
total energy: -102965.890 eV
total energy less fixed offsets of O -438.35, Si -107.03 eV per atom: 2.360 eV
